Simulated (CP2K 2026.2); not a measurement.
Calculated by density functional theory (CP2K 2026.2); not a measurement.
Periodic cell of 505 atoms, Si360O145, from a study of silicon, its oxide and their interface. The atomic structure is a simulated model.
Doubt: the forces sum to 2.25 eV/angstrom along one axis rather than to zero, so they err by at least 0.0045 eV/angstrom per atom on average; the grid cutoff is modest.

Settings
functional: PBE
method: Gaussian and plane waves
basis set: DZVP-MOLOPT-SR-GTH
pseudopotentials: GTH-PBE
grid cutoff: 350 Ry, relative cutoff 50 Ry
k points: Gamma only
occupations: fixed
spin: none
net charge: 0

Cell vectors (angstrom)
a 16.32 0 0
b 0 16.32 0
c -1.0293 6.2277 33.7505

Atoms and the computed forces on them: element, x, y, z (angstrom), force x, y, z (eV/angstrom)
Si 13.722 21.458 33.709 0.199 -0.213 0.693
Si 1.205 1.696 0.065 0.069 -0.172 0.738
Si 15.268 3.845 0.084 -0.098 0.161 0.796
Si 1.908 6.342 0.12 0.203 -0.061 0.531
Si 14.541 9.932 0.162 0.015 0.043 -0.056
Si 1.76 11.72 0.171 0.184 -0.226 0.491
Si 4.335 14.574 0.07 -0.125 0.183 0.814
Si 7.013 1.054 0.075 -0.071 0.161 0.712
Si 3.591 4.598 0.113 0.015 0.053 -0.064
Si 7.215 6.3 0.037 -0.045 -0.006 -0.032
Si 3.598 10.084 0.008 -0.037 -0.029 -0.054
Si 6.502 12.375 0.245 0.172 -0.057 0.741
Si 9.291 15.231 0.087 0.055 -0.133 0.697
Si 12.52 1.188 0.018 -0.19 0.131 0.713
Si 8.999 4.676 0.128 -0.298 -0.021 0.508
Si 11.948 6.995 0.184 0.207 0.009 0.792
Si 9.778 9.158 0.107 -0.103 0.2 0.875
Si 12.893 11.762 0.038 0.071 -0.308 0.57
Si 0.041 16.348 1.283 -0.028 0.033 -0.059
Si 2.714 2.839 1.409 0.019 -0.062 -0.049
Si 0.101 5.445 1.357 -0.018 0.015 -0.036
Si 2.767 8.215 1.281 0.022 0.003 0.004
Si 0.004 10.817 1.431 -0.029 -0.011 0.014
Si 2.725 13.492 1.4 0.032 0.003 -0.075
Si 5.427 16.237 1.364 0.006 -0.015 -0.074
Si 8.128 2.764 1.276 0.034 0.005 -0.009
Si 5.432 5.452 1.337 -0.002 -0.003 0.006
Si 8.144 8.046 1.375 0.026 0.041 -0.047
Si 5.27 10.881 1.492 0.031 -0.008 -0.028
Si 8.162 13.599 1.369 -0.005 0.03 -0.047
Si 10.901 16.381 1.331 0.011 -0.015 -0.022
Si 13.648 2.731 1.375 0.012 -0.013 -0.066
Si 10.756 5.475 1.478 0.002 -0.005 -0.021
Si 13.548 8.212 1.433 -0.015 -0.031 -0.063
Si 10.99 10.853 1.236 0.011 0.031 -0.063
Si 13.719 13.563 1.318 -0.02 0 -0.033
Si 14.996 1.347 2.726 0.013 0.004 0.035
Si 1.362 4.115 2.829 0.005 -0.016 0.006
Si 14.982 6.801 2.665 -0.005 0.002 0.028
Si 1.33 9.408 2.749 0.042 0.004 -0.016
Si 15.056 12.285 2.768 0.004 -0.012 -0.009
Si 1.366 14.954 2.654 -0.014 0.007 0.018
Si 4.083 1.367 2.662 0.005 -0.001 0.01
Si 6.724 4.023 2.711 0.018 0.025 -0.036
Si 4.161 6.904 2.7 -0.033 -0.002 -0.04
Si 6.764 9.477 2.669 0.017 0.013 -0.002
Si 4.015 12.232 2.897 0.017 -0.008 0.024
Si 6.794 14.926 2.772 -0.027 0.001 0.032
Si 9.537 1.439 2.676 -0.035 -0.022 0.002
Si 12.218 4.075 2.691 0.014 -0.012 0.003
Si 9.459 6.809 2.879 -0.029 0.023 0.007
Si 12.207 9.546 2.798 -0.004 -0.005 0.013
Si 9.59 12.215 2.614 0.008 -0.031 0.027
Si 12.246 14.915 2.639 0.033 0.026 -0.001
Si 13.601 16.286 4.034 0.016 0.004 -0.016
Si -0.002 2.715 4.123 -0.035 -0.016 -0.008
Si 13.597 5.446 4.026 0.01 0.012 0.028
Si -0.02 8.103 4.121 -0.017 -0.008 0.003
Si 13.626 10.917 4.087 -0.012 -0.02 -0.039
Si 0.048 13.644 4.115 0.025 0.001 0.011
Si 2.715 16.326 4.025 0.009 -0.003 0.008
Si 5.419 2.678 4.094 -0.001 -0.015 0.01
Si 2.773 5.509 4.073 -0.013 0.008 -0.02
Si 5.468 8.18 4.135 0.015 0.016 0.026
Si 2.647 10.819 4.142 0.009 0.01 -0.002
Si 5.44 13.595 4.159 0.004 0.023 -0.011
Si 8.177 16.351 4.044 0.007 0.006 -0.023
Si 10.889 2.728 4.086 -0.022 -0.003 0.008
Si 8.088 5.385 4.115 0.005 -0.006 -0.021
Si 10.853 8.19 4.16 -0.005 0.016 0.011
Si 8.179 10.866 3.98 -0.007 0.013 0.029
Si 10.894 13.58 4.032 0.006 0.01 -0.004
Si 14.959 14.971 5.442 -0.009 0.012 0.011
Si 1.37 1.346 5.438 0.02 0.003 -0.003
Si 14.934 4.084 5.433 -0.003 0.016 -0.014
Si 1.375 6.787 5.471 0.019 -0.004 -0.003
Si 14.956 9.522 5.44 0.01 -0.008 0.026
Si 1.346 12.238 5.479 0.015 -0.022 0.021
Si 4.065 14.988 5.446 -0.019 0.003 -0.001
Si 6.81 1.349 5.442 -0.002 -0.012 0.005
Si 4.081 4.089 5.43 0.009 0.016 0.012
Si 6.785 6.78 5.479 0 0.001 0.02
Si 4.074 9.515 5.477 0.003 0.01 0.006
Si 6.839 12.211 5.422 0.005 -0.035 -0.018
Si 9.535 14.961 5.39 -0.018 -0.004 -0.002
Si 12.247 1.336 5.409 0.026 -0.007 0.003
Si 9.511 4.068 5.448 -0.013 0.013 0.013
Si 12.251 6.798 5.433 0.023 -0.015 -0.002
Si 9.483 9.552 5.46 -0.025 0.006 -0.008
Si 12.248 12.258 5.437 -0.008 -0.014 0
Si 0 16.324 6.803 -0.002 -0.001 0.004
Si 2.722 2.724 6.79 -0.01 -0.005 -0.001
Si -0.003 5.422 6.804 0.005 0.004 0
Si 2.719 8.154 6.834 0.004 -0.002 0.011
Si -0.02 10.88 6.821 -0.002 0.015 0.005
Si 2.723 13.605 6.808 0.002 -0.008 0.002
Si 5.44 16.326 6.807 0.005 0.004 0.007
Si 8.162 2.708 6.81 0.002 -0.003 0.005
Si 5.427 5.426 6.826 0.002 0.004 0.003
Si 8.15 8.158 6.813 -0.005 -0.007 0.008
Si 5.459 10.878 6.802 -0.001 0.001 0
Si 8.181 13.599 6.772 0 0.001 -0.007
Si 10.886 16.306 6.778 0.004 0.007 -0.005
Si 13.586 2.709 6.787 -0.004 -0.009 -0.004
Si 10.881 5.439 6.791 -0.013 0.014 0
Si 13.6 8.16 6.8 -0.002 0.008 -0.004
Si 10.874 10.901 6.797 0 -0.003 0.003
Si 13.601 13.61 6.804 0.018 -0.004 0.011
Si 14.953 17.683 13.594 0.001 0.001 -0.007
Si 1.364 4.08 13.59 0.002 0.006 -0.014
Si 14.949 6.813 13.59 0.019 -0.015 0.001
Si 1.349 9.54 13.587 -0.011 0 -0.017
Si 14.958 12.223 13.594 -0.001 0.01 -0.015
Si 1.362 14.95 13.589 0.009 -0.008 -0.005
Si 4.093 17.682 13.583 0.002 -0.007 -0.012
Si 6.819 4.082 13.609 -0.001 -0.021 -0.008
Si 4.093 6.807 13.599 -0.007 0.014 -0.011
Si 6.805 9.522 13.612 -0.006 0.003 -0.007
Si 4.084 12.245 13.601 -0.005 -0.002 -0.002
Si 6.805 14.949 13.588 -0.004 0.005 -0.009
Si 9.519 17.674 13.612 -0.017 0.019 -0.001
Si 12.226 4.083 13.587 0.003 0.01 -0.006
Si 9.529 6.791 13.617 0.012 -0.001 -0.005
Si 12.243 9.503 13.607 -0.005 0.005 -0.012
Si 9.51 12.241 13.603 0.004 -0.019 -0.009
Si 12.214 14.961 13.614 0.001 -0.01 -0.008
Si 13.58 16.332 14.953 0.004 0.002 0.003
Si -0.002 19.046 14.945 0.016 -0.004 -0.006
Si 13.572 5.46 14.935 -0.007 0.012 -0.019
Si -0.04 8.212 14.94 -0.019 0.025 0.007
Si 13.629 10.837 14.964 0.038 -0.028 0.012
Si -0.002 13.583 14.942 0.006 -0.015 0.001
Si 2.739 16.31 14.927 -0.005 0.018 -0.012
Si 5.434 19.056 14.95 -0.023 0.026 0.002
Si 2.752 5.421 14.942 0.019 -0.031 0.009
Si 5.445 8.166 14.974 0.027 -0.01 -0.012
Si 2.721 10.88 14.953 -0.019 0.016 -0.008
Si 5.445 13.608 14.959 0.015 -0.004 0.001
Si 8.179 16.275 14.959 0.015 -0.015 0.006
Si 10.882 19.044 14.963 0.011 -0.021 0.001
Si 8.184 5.425 14.99 -0.025 0.009 0
Si 10.888 8.15 14.982 0.011 -0.004 -0.004
Si 8.164 10.883 14.975 -0.007 0.01 -0.014
Si 10.828 13.618 14.979 -0.045 0.021 0.007
Si 14.997 15.003 16.266 -0.005 -0.004 -0.006
Si 1.442 17.73 16.268 -0.002 0.02 -0.03
Si 14.879 4.05 16.259 0.014 -0.014 0.056
Si 1.371 6.841 16.18 -0.009 -0.014 0.003
Si 14.946 9.5 16.437 0.002 -0.028 -0.019
Si 1.299 12.172 16.316 -0.031 0.003 -0.024
Si 4.028 14.912 16.311 0.027 -0.014 0.039
Si 6.789 17.646 16.235 -0.017 0.014 -0.012
Si 4.109 4.09 16.373 -0.011 -0.008 -0.038
Si 6.761 6.749 16.329 -0.006 -0.004 -0.026
Si 4.138 9.591 16.321 -0.022 0.02 0.046
Si 6.861 12.312 16.325 0.03 0.003 -0.018
Si 9.49 14.955 16.437 -0.005 0.015 -0.025
Si 12.173 17.633 16.337 -0.011 -0.02 -0.005
Si 9.599 4.112 16.358 0 -0.014 0.052
Si 12.304 6.854 16.358 0.028 0.02 -0.026
Si 9.474 9.466 16.324 -0.002 0.005 0.013
Si 12.226 12.216 16.218 0 -0.009 0.01
Si 0.096 16.385 17.582 0.04 -0.052 0.007
Si 2.75 19.058 17.732 -0.004 -0.02 0.003
Si -0.059 5.507 17.44 -0.018 0.037 0.06
Si 2.748 8.159 17.544 -0.013 -0.025 0.037
Si 0.005 10.844 17.804 0.032 -0.009 -0.023
Si 2.632 13.517 17.655 0.003 0.019 0.027
Si 5.401 16.319 17.591 -0.006 0.016 0.046
Si 8.191 18.97 17.547 -0.01 -0.022 0.036
Si 5.464 5.414 17.791 -0.003 0.01 -0.005
Si 8.086 8.088 17.69 0 0.04 0.012
Si 5.514 11.011 17.68 0.007 -0.01 0.015
Si 8.122 13.624 17.853 -0.023 0 0.001
Si 10.859 16.303 17.816 0.018 0.007 -0.019
Si 13.525 18.989 17.66 0.012 0.024 0.041
Si 10.997 5.519 17.734 -0.011 -0.027 0.066
Si 13.596 8.16 17.878 -0.01 0.005 -0.016
Si 10.876 10.858 17.574 -0.007 -0.013 0.032
Si 13.595 13.597 17.504 0.022 0.002 0.032
Si 15.018 17.688 18.93 -0.01 -0.025 -0.015
Si 1.267 4.219 18.807 0.057 -0.005 -0.011
Si 15.08 6.712 19.084 0.018 -0.014 0.031
Si 1.468 9.414 19.055 -0.014 0.029 0.074
Si 14.861 12.297 18.973 -0.012 0.012 0.016
Si 1.33 14.955 18.99 -0.019 0.011 -0.066
Si 2.985 15.966 20.329 0.035 -0.025 0.049
Si 6.906 3.941 18.99 -0.046 0.009 0.007
Si 4.042 6.87 19.029 -0.004 -0.013 0.017
Si 6.803 9.568 19.029 0.006 0 -0.009
Si 4.064 12.286 19.059 0.01 0.006 0.027
Si 6.62 15.029 19.131 0.018 -0.06 0.075
Si 9.412 17.684 19.11 -0.01 -0.022 0.053
Si 12.293 4.071 19.128 0.028 0.021 0.031
Si 9.515 6.799 19.08 -0.006 -0.018 0.022
Si 12.112 9.585 19.133 0.019 -0.026 0.066
Si 9.615 12.183 19.031 0.001 0.021 0.035
Si 12.329 14.874 19.019 0.008 0.014 0.063
Si 14.207 15.808 20.103 0.065 -0.193 -0.669
Si -0.359 19.496 20.131 -0.036 0.061 -0.009
Si 14.199 4.889 20.357 0.038 0.006 0.075
Si 0.556 7.659 20.359 -0.018 -0.029 0.029
Si 13.114 11.388 20.301 -0.02 0.017 -0.02
Si -0.479 14.05 20.201 0.012 -0.027 0.078
Si 4.118 17.631 19.068 -0.047 0.076 0.052
Si 5.948 18.535 20.299 0.023 -0.021 -0.001
Si 2.235 5.87 20.181 -0.063 0.053 -0.05
Si 5.026 8.635 20.277 -0.014 0.065 0.056
Si 2.761 11.38 22.245 0.175 -0.435 -0.628
Si 4.724 14.221 20.367 -0.052 0.03 -0.032
Si 7.599 16.75 20.413 -0.049 0.284 -0.517
Si 10.414 19.485 20.278 -0.021 -0.04 0.02
Si 8.711 4.862 20.205 -0.013 -0.028 -0.022
Si 10.246 8.68 20.356 -0.078 0.25 -0.542
Si 8.588 10.471 20.297 0.034 0.013 0.002
Si 11.381 13.142 20.328 0.049 -0.04 -0.029
Si 13.394 16.978 22.914 -0.052 -0.011 -0.012
Si 0.38 15.261 24.259 0.014 -0.102 -0.069
Si 2.032 17.028 22.297 0.055 0.177 -0.646
Si 14.194 10.775 22.298 -0.347 0.09 -0.577
Si 14.213 5.517 22.653 -0.097 -0.213 -0.777
Si 0.143 12.994 22.222 -0.224 0.438 -0.603
Si -0.419 8.141 22.482 0.46 -0.016 -0.716
Si 5.497 19.535 22.356 0.163 -0.251 -0.635
Si 6.201 7.219 28.637 -0.018 0.042 0.077
Si 5.85 7.711 22.28 -0.207 0.336 -0.475
Si 3.281 10.356 20.243 0.032 -0.077 0.043
Si 5.238 13.167 22.371 -0.16 0.402 -0.549
Si 9.013 16.313 23.129 -0.067 -0.045 -0.085
Si 10.039 4.715 24.38 0.032 -0.005 -0.202
Si 7.825 5.362 22.268 0.229 -0.223 -0.532
Si 12.197 6.779 24.561 0.061 -0.053 -0.066
Si 7.964 11.704 22.222 0.212 -0.511 -0.574
Si 10.45 13.642 22.445 0.303 -0.07 -0.547
Si 15.268 17.033 28.698 0.058 -0.116 0.091
Si 2.564 14.977 26.524 -0.013 -0.04 -0.039
Si 11.687 12.221 27.029 -0.065 0.016 -0.049
Si 14.933 10.114 27.728 -0.014 0.001 0.011
Si 2.532 4.553 22.1 -0.515 -0.063 -0.412
Si 8.096 10.062 30.944 -0.054 0.197 0.088
Si 1.867 9.182 24.284 -0.02 -0.148 -0.059
Si 12.011 6.524 29.199 0.214 -0.026 -0.054
Si 12.437 16.047 29.672 0.14 0.059 0.08
Si 11.379 18.637 30.711 0.034 -0.005 0.129
Si 0.641 18.437 30.93 0.025 -0.1 0.129
Si 5.379 12.864 31.546 0.295 -0.158 0.632
Si 13.824 15.051 25.078 -0.013 -0.08 -0.091
Si 9.33 19.439 26.92 0.13 0.036 0.074
Si 7.205 17.144 31.925 -0.026 0.048 0.035
Si 3.065 10.844 31.566 -0.122 -0.055 0.672
Si 10.319 8.892 23.437 -0.048 -0.029 -0.012
Si 12.952 12.109 31.967 0.06 0.024 0.108
Si 12.295 10.777 29.403 -0.026 -0.045 0.009
Si 3.893 6.202 26.863 -0.12 0.034 0.027
Si 13.934 7.336 27.108 -0.136 0.042 -0.006
Si 14.097 14.897 32.03 -0.078 0.454 0.43
Si 14.431 21.761 30.809 0.027 -0.071 0.118
Si 3.542 6.574 23.888 -0.092 0.075 -0.064
Si 0.095 18.836 26.679 -0.005 -0.085 -0.02
Si 4.452 17.545 24.376 -0.001 -0.011 -0.061
Si 7.056 11.912 29.014 -0.022 0.021 0.049
Si 0.915 19.127 22.067 -0.08 0.02 0.007
Si 6.92 14.563 27.643 -0.087 0.013 0.062
Si 11.487 15.065 27.008 -0.003 -0.024 -0.066
Si 10.799 18.759 22.466 -0.143 0.215 -0.606
Si 14.829 20.867 28.037 -0.13 0.001 -0.022
Si 3.114 17.908 27.022 0.032 -0.015 -0.148
Si 0.312 14.189 28.281 -0.044 0.002 0.087
Si 2.325 21.025 30.856 0.019 -0.104 0.105
Si 10.631 8.473 30.865 0.145 0.102 0.12
Si 7.451 9.5 24.234 0.037 -0.121 -0.12
Si 7.268 20.818 28.943 -0.004 0.042 -0.071
Si 0.501 14.031 31.145 -0.047 0.009 0.176
Si 1.227 9.889 29.407 -0.014 0.022 0.043
Si 2.726 16.177 31.354 0.039 -0.007 0.779
Si 0.705 7.172 30.944 0.042 -0.06 0.126
Si 8.905 16.459 26.182 0 -0.121 -0.149
Si 4.199 20.162 28.616 -0.037 0.061 -0.044
Si 14.489 12.699 26.502 0.046 0.001 -0.108
Si 8.694 19.751 31.366 -0.017 0.059 0.028
Si 5.497 15.638 30.158 -0.007 -0.102 -0.057
Si 15.537 19.187 23.67 0.45 0.146 -0.607
Si 5.173 14.625 25.155 -0.132 0.048 -0.091
Si 6.11 9.713 27.104 -0.127 -0.061 -0.006
Si 12.038 20.042 28.238 -0.029 -0.098 -0.003
Si 2.978 9.026 27.039 0.112 -0.037 -0.102
Si 5.256 8.622 31.131 0.066 -0.096 0.058
Si 11.756 11.459 24.067 -0.115 0.052 -0.139
Si 14.957 17.685 8.158 0.01 0.008 0
Si 1.357 4.065 8.165 -0.005 -0.018 0.005
Si 14.964 6.8 8.157 0.002 0.012 -0.004
Si 1.356 9.526 8.173 0.005 0.012 -0.005
Si 14.945 12.243 8.172 -0.007 -0.022 0.002
Si 1.353 14.959 8.164 -0.012 -0.003 -0.004
Si 4.083 17.692 8.161 0.009 0.016 -0.005
Si 6.803 4.073 8.169 -0.004 0.02 -0.006
Si 4.075 6.788 8.187 -0.009 -0.017 -0.001
Si 6.794 9.511 8.176 -0.007 -0.008 -0.004
Si 4.096 12.246 8.155 0.017 0.02 0.006
Si 6.808 14.949 8.141 -0.01 -0.012 0.003
Si 9.529 17.663 8.151 -0.006 -0.011 -0.003
Si 12.231 4.07 8.152 0.002 -0.011 -0.005
Si 9.526 6.802 8.157 0.01 0.012 0.003
Si 12.23 9.522 8.15 0.002 -0.012 0.004
Si 9.524 12.254 8.164 0.005 0.014 0.006
Si 12.238 14.964 8.162 -0.003 0.002 -0.003
Si 13.598 16.322 9.52 -0.003 -0.002 -0.003
Si -0.005 2.715 9.526 -0.002 0.003 0.003
Si 13.597 5.435 9.507 0.006 -0.006 -0.005
Si -0.004 8.16 9.524 0.006 -0.003 -0.006
Si 13.586 10.878 9.521 0.002 0.024 -0.004
Si -0.008 13.603 9.525 0.003 -0.002 -0.005
Si 2.72 16.323 9.514 -0.002 -0.004 -0.004
Si 5.441 2.722 9.53 0.01 -0.004 0.002
Si 2.714 5.427 9.533 0 0.017 -0.004
Si 5.438 8.155 9.539 -0.004 0.002 0.002
Si 2.73 10.886 9.516 -0.005 -0.009 -0.007
Si 5.451 13.601 9.516 -0.006 -0.007 0.005
Si 8.166 16.308 9.509 0.007 0.007 -0.005
Si 10.878 2.711 9.516 -0.008 0.007 -0.001
Si 8.164 5.441 9.518 0.001 -0.015 -0.007
Si 10.878 8.164 9.519 -0.004 -0.003 0.003
Si 8.165 10.878 9.519 -0.009 -0.003 0.001
Si 10.88 13.606 9.528 0.008 0 0.004
Si 14.944 14.952 10.889 0.003 0.003 0.002
Si 1.352 17.669 10.879 0.003 0.007 -0.003
Si 14.961 4.089 10.878 0.006 -0.006 0
Si 1.357 6.8 10.88 0.001 -0.007 -0.002
Si 14.952 9.521 10.877 -0.004 -0.001 -0.004
Si 1.37 12.251 10.869 -0.006 -0.001 -0.007
Si 4.09 14.967 10.871 0.009 0.002 0.002
Si 6.81 17.675 10.867 -0.006 -0.006 -0.002
Si 4.086 4.08 10.896 -0.006 -0.003 0.003
Si 6.816 6.804 10.888 -0.001 -0.005 -0.004
Si 4.073 9.518 10.889 -0.003 0.008 0.003
Si 6.796 12.228 10.875 0.006 0.01 -0.002
Si 9.518 14.96 10.887 -0.009 -0.003 0.001
Si 12.242 17.684 10.881 0.002 0 0
Si 9.513 4.068 10.875 -0.003 0.011 0
Si 12.231 6.791 10.868 0.007 0.009 -0.004
Si 9.526 9.524 10.889 0.008 -0.005 0.004
Si 12.233 12.238 10.885 -0.003 -0.009 0
Si -0.012 16.31 12.241 -0.014 -0.017 0.003
Si 2.714 2.709 12.234 -0.013 -0.016 0.006
Si 0.001 5.45 12.243 0.009 0.02 -0.007
Si 2.71 8.156 12.247 -0.02 -0.014 -0.004
Si 0.004 10.893 12.217 0.026 0.014 -0.001
Si 2.733 13.606 12.23 0.013 0.016 -0.004
Si 5.457 16.324 12.23 0.016 0.022 -0.004
Si 8.159 2.707 12.243 -0.006 -0.006 -0.01
Si 5.46 5.447 12.247 0.016 0.015 0.008
Si 8.173 8.164 12.257 0.01 0.018 0.002
Si 5.438 10.873 12.246 -0.016 -0.022 0
Si 8.153 13.585 12.23 -0.014 -0.021 0.005
Si 10.88 16.327 12.241 0.005 0.01 0.007
Si 13.603 2.731 12.235 0.019 0.028 -0.002
Si 10.865 5.433 12.229 -0.018 -0.031 -0.006
Si 13.586 8.153 12.225 -0.006 -0.016 0.008
Si 10.886 10.882 12.256 0.013 0.03 0.001
Si 13.58 13.593 12.256 -0.013 -0.029 -0.002
O 9.075 8.82 30.767 -0.126 -0.395 0.035
O 13.045 6.128 30.37 -0.345 0.008 0.403
O 14.015 16.229 21.654 0.325 -0.01 0.366
O 11.055 5.76 25.067 -0.137 -0.194 0.436
O 14.69 9.217 22.265 -0.137 -0.203 0.039
O 4.011 20.185 22.227 -0.058 -0.236 -0.134
O 15.355 17.772 27.267 -0.521 -0.104 -0.47
O 1.654 12.508 21.861 0.009 0.509 -0.403
O 7.868 16.233 21.974 -0.361 -0.349 0.242
O 10.439 8.279 21.944 0.317 -0.183 0.09
O 6.54 12.367 21.829 0.117 -0.146 -0.169
O 6.25 14.139 26.243 0.243 -0.609 -0.162
O 2.179 10.517 23.465 -0.269 0.382 0.163
O 6.24 8.796 23.422 -0.23 0.336 0.203
O 0.566 12.899 32.285 -0.277 -0.183 -0.286
O -1.006 8.952 33.309 -0.165 -0.011 -0.134
O 2.468 9.698 28.396 0.245 0.178 0.209
O 4.037 16.262 30.403 -0.089 0.241 -0.423
O 10.475 16.116 26.34 0.376 0.275 -0.32
O 14.918 11.143 26.456 0.188 -0.163 -0.47
O 4.465 19.733 33.376 0.069 0.067 -0.446
O 1.039 7.474 32.503 0.604 -0.222 -0.102
O 11.535 12.389 32.684 -0.385 -0.209 -0.468
O 3.848 12.285 31.479 -0.22 0.16 -0.116
O 12.721 11.993 30.383 0.15 0.319 -0.359
O 3.193 16.307 27.195 0.09 -0.042 0.197
O 8.271 18.337 32 0.442 -0.209 0.165
O 7.14 6.224 33.316 0.098 0.184 -0.183
O 14.677 20.57 23.558 -0.261 0.06 0.178
O 14.489 17.965 23.537 0.11 -0.341 0.331
O 6.659 16.729 30.469 0.075 0.409 -0.549
O 1.766 10.873 30.581 -0.283 0.399 -0.081
O 4.078 6.001 25.282 0.295 -0.208 0.024
O 1.904 14.815 31.024 0.336 -0.201 -0.005
O 6.783 8.621 28.102 0.674 0.017 0.108
O 9.274 20.295 25.566 -0.654 -0.148 -0.068
O 11.474 8.197 24.313 0.327 0.434 0.169
O 13.968 13.305 32.37 0.358 -0.386 0.536
O 10.642 10.483 23.398 -0.244 0.279 -0.348
O 6.641 4.323 22.691 -0.159 0.044 0.416
O -0.685 15.101 31.519 0.059 0.357 0.123
O 10.922 20.007 23.489 0.472 0.071 0.053
O 15.333 6.675 22.855 0.401 -0.076 0.416
O 5.502 18.493 23.606 0.257 -0.265 0.471
O 4.098 12.097 22.8 -0.029 0.017 0.242
O 9.617 17.809 23.034 -0.403 0.221 0.231
O 2.632 21.258 32.422 -0.099 0.469 -0.214
O 11.483 21.544 28.418 -0.689 0.287 -0.082
O 11.692 11.336 25.676 0.1 -0.301 0.035
O 9 12.919 22.466 -0.155 0.043 -0.083
O 7.338 6.122 28.953 0.712 0.076 0.009
O 8.252 11.028 29.651 0.665 -0.06 -0.284
O 5.171 7.827 32.527 -0.443 -0.041 -0.06
O -0.657 13.559 27.17 0.081 0.142 -0.201
O 9.998 19.438 30.488 0.015 0.23 -0.565
O 2.38 5.576 23.372 -0.63 0.136 0.337
O 3.267 17.119 23.36 0.197 0.066 0.085
O 7.512 20.313 30.452 -0.614 0.208 0.326
O 14.056 13.42 25.097 -0.152 -0.336 -0.459
O 12.823 6.149 23.204 -0.61 0.107 -0.318
O 7.729 10.968 23.641 -0.099 0.455 0.343
O -0.482 17.986 29.874 -0.33 0.487 -0.015
O 14.278 20.996 32.234 0.28 -0.514 -0.226
O 15.523 11.693 22.47 0.267 -0.063 0.019
O 6.596 9.502 31.091 0.043 0.054 0.103
O 13.713 16.754 28.989 0.046 0.152 -0.087
O 12.998 15.126 30.864 -0.324 -0.131 0.146
O 4.759 6.647 22.834 -0.158 -0.375 -0.086
O 5.327 6.612 27.441 0.314 -0.257 -0.381
O 7.197 6.843 22.012 0.406 0.373 -0.171
O 2.854 7.407 27.139 -0.609 -0.231 0.366
O 10.868 13.582 26.732 -0.61 0.077 -0.102
O 11.356 17.093 30.257 -0.499 -0.318 0.094
O 13.585 10.722 32.494 -0.091 -0.146 -0.455
O 0.096 18.368 32.453 -0.357 0.263 -0.027
O 12.976 15.754 23.897 -0.608 -0.191 -0.152
O 9.015 20.801 32.544 0.682 0.05 0.048
O 12.692 7.537 28.133 -0.345 0.544 -0.06
O 1.578 18.35 27.002 -0.213 -0.21 0.129
O 5.199 16.23 24.94 0.275 0.229 0.219
O 6.972 9.667 25.751 -0.022 0.197 -0.032
O 1.762 6.121 30.323 0.317 0.104 -0.591
O 11.585 9.648 30.31 -0.017 0.21 -0.083
O 5.525 14.447 31.26 -0.059 0.155 0.44
O 10.756 7.192 29.911 -0.624 -0.204 -0.222
O 10.989 8.135 32.401 -0.01 0.057 -0.073
O 5.264 7.543 29.924 -0.221 -0.17 0.089
O 5.773 15.144 28.644 -0.544 0.068 -0.259
O 8.702 18.005 26.562 -0.276 -0.069 0.293
O 0.223 13.776 23.645 -0.155 -0.065 0.192
O 8.399 20.191 27.995 0.203 0.27 0.206
O 12.553 6.237 33.371 0.033 -0.02 -0.261
O -0.159 20.242 27.415 0.468 0.534 0.17
O 13.218 10.99 23.576 0.208 -0.242 0.383
O 1.161 19.931 30.634 -0.105 0.196 -0.357
O 3.001 8.078 23.99 0.34 0.188 -0.32
O 11.234 11.31 28.282 -0.724 -0.018 -0.059
O 11.4 12.969 23.591 0.355 0.257 0.414
O 15.309 15.686 24.967 0.019 0.2 0.397
O 4.537 9.432 26.795 -0.021 0.22 -0.206
O 5.55 13.974 23.733 0.503 0.253 -0.022
O 12.377 19.395 29.693 0.332 0.207 0.179
O -0.801 6.614 30.934 -0.145 0.378 0.052
O 3.822 18.344 25.631 -0.14 0.367 0.181
O 1.978 9.52 25.858 -0.348 0.426 0.153
O 9.864 14.315 33.321 -0.011 -0.112 -0.318
O 0.445 8.619 23.776 -0.049 0.216 0.551
O 3.997 9.617 31.035 -0.267 0.057 -0.107
O 10.163 15.204 22.806 0.515 0.107 -0.146
O 12.142 17.869 22.468 0.124 -0.017 -0.373
O -0.088 19.044 25.109 0.273 0 0.079
O 1.821 14.13 27.683 0.17 -0.52 0.135
O 5.929 17.621 32.777 -0.306 -0.313 -0.194
O 8.491 10.816 32.317 0.366 0.136 -0.2
O 8.453 16.13 24.646 -0.611 -0.392 0.001
O 8.935 5.447 23.449 0.121 0.227 0.298
O 11.614 15.185 28.605 -0.213 -0.248 0.216
O 5.796 20.325 28.517 -0.045 -0.37 -0.199
O 8.844 8.67 24.08 0.066 -0.317 0.051
O 14.896 8.628 27.099 0.42 0.059 -0.471
O 3.45 21.132 27.544 -0.526 -0.15 -0.252
O 10.87 19.251 27.44 0.354 -0.334 -0.31
O 0.21 13.385 29.685 -0.302 -0.569 0.085
O -0.058 10.435 28.593 0.075 0.555 0.091
O 13.174 12.734 27.439 0.185 0.021 0.425
O 0.781 8.496 30.063 -0.174 0.051 -0.35
O 13.367 7.01 25.636 0.241 0.136 -0.081
O 7.599 13.291 28.378 0.636 0.114 -0.142
O 3.846 18.631 28.259 -0.014 -0.199 0.43
O 6.258 11.138 27.841 -0.147 0.393 -0.161
O 3.726 14.165 25.746 -0.209 -0.29 -0.206
O 3.669 20.571 30.086 0.371 0.152 0.313
O 12.973 15.361 26.415 0.124 0.121 0.258
O 7.951 15.861 32.528 -0.229 -0.275 -0.448
O 14.821 6.101 27.623 0.311 0.162 -0.135
O 13.477 20.128 27.482 -0.034 -0.326 -0.284
O 14.88 20.742 29.648 0.374 -0.381 0.032
O 0.81 16.195 23.009 -0.258 0.042 -0.061
O 8.061 15.629 27.277 0.253 0.262 0.192
O 11.748 18.648 32.279 0.188 0.194 0.027
O 6.083 12.173 30.269 -0.134 -0.28 -0.111
O 1.488 15.4 25.403 0.129 0.232 -0.095
O 13.634 10.239 28.681 0.183 -0.385 0.233
O -0.143 15.706 28.589 0.291 0.21 0.194
O 1.898 17.449 30.811 0.136 0.149 -0.436

Results
total energy: -102096.684 eV
total energy less fixed offsets of O -438.35, Si -107.03 eV per atom: -5.134 eV
